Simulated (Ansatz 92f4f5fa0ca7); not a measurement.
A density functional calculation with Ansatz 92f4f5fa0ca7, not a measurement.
Periodic cell of 223 atoms, Si133O90, from a study of silicon, its oxide and their interface. The atomic structure is a simulated model.

Settings
functional: PBE
potential files: Ansatz PAW
basis: plane waves
wave-function cutoff: 700 eV
density cutoff ratio: 5
exchange-correlation grid ratio: 1
k mesh: 2 x 2 x 1, shifted by 0.5 0.5 0.5 of a step
self-consistency stop: 5e-08 eV per atom in the density residual
occupations: fixed
spin: none
net charge: 0

Cell vectors (angstrom)
a	10.938	0	0
b	0	10.938	0
c	0	0	32.742

Atoms: element, x, y, z (angstrom)
Si	0.3698	-0.1015	25.3672
Si	5.139	0.2447	25.0644
Si	2.8421	2.3995	25.3922
Si	7.7777	3.103	25.2839
Si	0.5173	5.833	24.9177
Si	5.4002	5.2276	25.2851
Si	2.4706	8.5003	25.2091
Si	7.6977	8.0857	24.7057
Si	1.4118	1.3243	26.8486
Si	6.7409	1.3462	26.464
Si	3.9452	4.0574	26.639
Si	9.4739	4.0544	26.6004
Si	1.3514	7.037	26.6842
Si	6.6315	6.877	26.4613
Si	4.1092	9.6029	26.4921
Si	9.662	9.6838	26.5576
Si	2.8047	-0.0695	28.0335
Si	8.1638	0.0359	27.8804
Si	-0.0476	2.7543	27.9993
Si	5.4349	2.7313	27.9436
Si	2.6727	5.5233	27.96
Si	8.1623	5.5731	27.8805
Si	-0.0618	8.2936	28.0225
Si	5.4205	8.2401	27.9258
Si	4.1018	1.3673	29.3238
Si	9.5708	1.3673	29.3238
Si	1.3673	4.1018	29.3238
Si	6.8362	4.1018	29.3238
Si	4.1018	6.8362	29.3238
Si	9.5708	6.8362	29.3238
Si	1.3673	9.5708	29.3238
Si	6.8362	9.5708	29.3238
Si	0	0	30.691
Si	5.469	0	30.691
Si	2.7345	2.7345	30.691
Si	8.2035	2.7345	30.691
Si	0	5.469	30.691
Si	5.469	5.469	30.691
Si	2.7345	8.2035	30.691
Si	8.2035	8.2035	30.691
Si	1.3673	1.3673	32.0583
Si	6.8362	1.3673	32.0583
Si	4.1018	4.1018	32.0583
Si	9.5708	4.1018	32.0583
Si	1.3673	6.8362	32.0583
Si	6.8362	6.8362	32.0583
Si	4.1018	9.5708	32.0583
Si	9.5708	9.5708	32.0583
Si	2.7345	0	0.6835
Si	8.2035	0	0.6835
Si	0	2.7345	0.6835
Si	5.469	2.7345	0.6835
Si	2.7345	5.469	0.6835
Si	8.2035	5.469	0.6835
Si	0	8.2035	0.6835
Si	5.469	8.2035	0.6835
Si	4.1018	1.3673	2.0507
Si	9.5708	1.3673	2.0507
Si	1.3673	4.1018	2.0507
Si	6.8362	4.1018	2.0507
Si	4.1018	6.8362	2.0507
Si	9.5708	6.8362	2.0507
Si	1.3673	9.5708	2.0507
Si	6.8362	9.5708	2.0507
Si	0	0	3.418
Si	5.469	0	3.418
Si	2.7345	2.7345	3.418
Si	8.2035	2.7345	3.418
Si	0	5.469	3.418
Si	5.469	5.469	3.418
Si	2.7345	8.2035	3.418
Si	8.2035	8.2035	3.418
Si	1.392	1.3423	4.7902
Si	6.8676	1.3335	4.8425
Si	4.1485	4.0409	4.7191
Si	9.5862	4.1029	4.852
Si	1.3936	6.8168	4.7845
Si	6.8917	6.782	4.7491
Si	4.0761	9.5721	4.793
Si	9.6093	9.564	4.7346
Si	2.7792	0.0382	6.2332
Si	8.3627	0.0011	6.165
Si	0.0675	2.7103	6.1909
Si	5.5073	2.7591	6.1693
Si	2.7157	5.309	6.0496
Si	8.2675	5.5392	6.2541
Si	0.1007	8.2976	6.0951
Si	5.3506	8.0058	6.0084
Si	3.9272	1.6598	7.5392
Si	9.9081	1.1153	7.5262
Si	1.6338	3.8526	7.5202
Si	6.6463	4.3416	7.5101
Si	4.2804	6.3994	7.3333
Si	9.577	7.1576	7.4735
Si	1.2064	9.8137	7.5698
Si	7.5192	9.4827	7.7874
O	8.0817	6.9137	23.6323
O	4.0124	1.422	24.7644
O	8.5827	8.2828	8.219
O	2.7828	2.7506	8.1008
O	10.4795	4.6106	25.3837
O	1.4052	9.688	24.7431
O	6.173	8.8342	7.1645
O	0.0728	-0.0121	8.0675
O	5.4687	5.4194	7.974
O	6.9311	10.2982	9.0882
O	9.8222	4.1766	9.2215
O	1.818	9.0984	8.9427
O	4.7371	0.9837	8.8183
O	-0.2903	6.4964	8.5591
O	9.1212	1.6836	8.8713
O	3.4476	7.0178	8.6049
O	9.0527	8.6216	25.4383
O	8.4864	2.8621	23.833
O	6.5905	4.1754	24.866
O	1.906	2.7332	24.0829
O	10.8234	0.8829	24.1246
O	-0.1906	6.604	23.6565
O	2.9327	7.7023	23.8132
O	7.1206	9.3636	23.845
Si	7.1224	1.678	20.9804
Si	5.0222	1.6223	17.1835
Si	2.2838	11.58	18.1759
Si	8.7933	5.3934	14.7287
Si	3.8693	4.3048	12.9649
Si	6.825	10.7091	18.6519
Si	1.1911	4.4135	11.9364
Si	0.8421	0.5406	20.7208
Si	8.8435	8.2928	18.294
Si	6.3368	7.1118	15.6976
Si	8.6578	3.102	9.5437
Si	3.2607	7.3209	15.1975
Si	9.409	3.1393	12.4976
Si	5.5114	12.9086	14.2062
Si	0.7713	1.95	23.236
Si	2.6449	5.2511	20.3045
Si	-0.8703	7.9405	15.4011
Si	5.397	10.6259	9.57
Si	0.705	2.983	19.0503
Si	9.3991	6.5739	22.7343
Si	-5.8607	-2.1329	20.3669
Si	0.2573	5.0456	9.1106
Si	1.6825	15.8439	14.7989
Si	-0.3282	8.6564	20.7239
Si	14.7914	7.4748	12.4054
Si	3.0878	6.0911	23.4501
Si	6.0522	10.3199	23.0211
Si	-2.4116	1.5514	14.8082
Si	5.399	3.7631	19.4331
Si	3.1619	8.3392	9.5034
Si	2.2622	7.5259	19.6876
Si	5.6914	10.1836	12.5831
Si	-1.7738	3.4488	22.4759
Si	-0.7319	3.5281	16.444
Si	7.8521	9.5532	14.4432
Si	6.6686	6.5265	18.8723
Si	1.713	8.9289	16.8798
O	1.7593	13.1262	18.0669
O	5.0445	3.164	13.1494
O	9.2989	1.7682	13.3769
O	4.7167	12.9378	15.6341
O	2.8441	7.6889	13.6641
O	-2.5506	2.6484	21.2935
O	3.0233	7.7936	11.0345
O	0.037	3.2573	12.0247
O	9.2383	7.8458	16.7947
O	1.4066	4.2007	19.9157
O	5.8367	7.4065	19.9744
O	0.056	12.7406	19.9979
O	2.1597	6.1938	15.7029
O	9.3046	8.8462	14.2904
O	2.0373	11.024	19.7003
O	6.3561	11.6302	17.3881
O	4.9669	8.6954	12.5658
O	5.8699	2.6607	20.5539
O	-0.8267	8.7498	19.1762
O	-4.4322	4.9483	19.2205
O	7.2472	9.8317	12.9543
O	-3.3599	11.6729	19.7298
O	1.7169	7.9695	18.2038
O	8.4697	2.9941	11.1618
O	9.003	4.5786	16.1259
O	1.5439	1.1101	22.0706
O	-8.9591	5.3057	24.3631
O	-4.1448	8.6475	15.325
O	3.1482	8.6393	16.1472
O	18.768	9.5502	18.148
O	7.3254	6.1013	14.8574
O	11.516	8.5411	15.7746
O	-1.3734	7.791	21.6406
O	1.0805	7.8585	20.7765
O	-11.0737	10.2329	21.1505
O	-2.7527	0.0176	15.1945
O	3.1257	4.2176	14.4338
O	-0.1969	-7.879	22.5534
O	-0.4352	3.5831	18.0473
O	1.5257	10.5167	17.1931
O	4.4204	9.348	9.356
O	5.5163	-0.0088	11.155
O	5.3377	9.3161	21.9101
O	-1.3841	2.0956	15.9739
O	6.7116	0.6792	22.2273
O	4.6142	5.6768	23.8913
O	2.7275	3.8212	11.8638
O	0.6428	3.9365	15.6129
O	1.0779	16.2376	13.3123
O	5.2397	22.3191	13.631
O	4.0079	15.4033	19.8825
O	-0.8978	-4.4756	14.7177
O	2.8142	5.6392	21.9084
O	7.2582	3.6251	8.8745
O	19.863	15.3785	13.3984
O	-3.8608	2.2973	14.5934
O	6.2656	6.8558	17.3137
O	4.3413	5.8583	12.4951
O	0.9124	5.2992	10.5931
O	8.2234	6.9773	19.0316
O	3.5091	8.4825	20.1369
O	-1.8212	5.0627	22.1608
O	3.8376	11.6238	17.7784
O	16.1093	3.0198	18.0043
O	5.5416	-0.9386	19.3655
O	4.8113	6.8199	15.2018

Results
free energy: -135751.798 eV
free energy less fixed offsets of O -569.03, Si -635.61 eV per atom: -2.968 eV

Forces (eV/angstrom), in the order of the atoms: element, x, y, z
Si	0.0418	0.0187	-0.0071
Si	-0.0164	0.0381	0.008
Si	-0.0131	0.0033	0.0026
Si	-0.0486	0.0117	-0.0178
Si	-0.0419	-0.0399	0.0377
Si	0.0066	-0.0144	0.0177
Si	-0.0096	0.0143	-0.0075
Si	0.0078	0.0287	0.0691
Si	0.0171	-0.0186	-0.0172
Si	-0.0073	0.0161	-0.0229
Si	0.0334	0.0154	-0.0232
Si	0.0361	0.0249	0.0168
Si	-0.0285	-0.0044	0.0018
Si	-0.0143	0.0402	-0.042
Si	-0.0086	-0.0126	-0.0188
Si	-0.0292	-0.0471	-0.028
Si	0.005	0.0083	-0.0395
Si	-0.0022	-0.0083	0.0211
Si	-0.0025	0.0124	-0.0223
Si	0.004	-0.0232	-0.0349
Si	0.0067	0.0014	-0.0038
Si	0.0021	-0.0051	0.0098
Si	0.0053	-0.0211	-0.0113
Si	0.0058	0.0054	-0.007
Si	0.32	-0.0919	0.3863
Si	-0.3625	-0.1625	-0.006
Si	-0.232	0.2516	0.0991
Si	0.0639	0.1664	-0.5079
Si	-0.1044	0.0854	-0.1057
Si	-0.3395	0.1874	0.0253
Si	0.1669	-0.0599	0.6238
Si	-0.0372	0.1255	-0.4131
Si	0.0692	-0.0065	0.0015
Si	0.029	0.1005	0.0369
Si	0.0093	-0.0445	-0.0461
Si	0.0362	-0.0335	-0.0203
Si	0.0088	-0.11	-0.002
Si	0.0242	0.0226	-0.0511
Si	-0.0854	-0.0621	0.0709
Si	0.064	-0.0503	-0.0068
Si	-0.0632	0.0561	0.0163
Si	-0.0492	-0.0273	-0.0028
Si	-0.0015	0.0035	-0.0016
Si	0.0001	0.0515	-0.0143
Si	0.015	0.0534	0.0008
Si	-0.0195	0.0421	0.0101
Si	-0.0016	-0.0136	-0.0188
Si	-0.0311	-0.0048	0.0081
Si	0.0905	-0.0802	-0.0119
Si	0.025	0.0575	0.011
Si	-0.0186	0.015	0.0009
Si	0.0543	-0.0565	-0.0084
Si	-0.05	-0.0127	0.0125
Si	0.0441	-0.045	0.0039
Si	0.0391	-0.0243	-0.0071
Si	-0.0318	-0.009	-0.0052
Si	-0.0869	0.0523	-0.0198
Si	0.0962	0.0262	0.0318
Si	0.0159	-0.0224	0.036
Si	-0.0982	0.0392	-0.0158
Si	0.0794	0.0816	0.0248
Si	-0.0301	0.0428	-0.0127
Si	-0.0773	-0.0057	-0.034
Si	-0.0102	-0.0335	0.0217
Si	0.2039	0.1532	-0.3117
Si	0.0712	-0.0416	0.3184
Si	-0.0101	-0.35	-0.3092
Si	0.0706	-0.0156	0.4892
Si	-0.0855	-0.0503	0.2308
Si	0.172	-0.1525	-0.358
Si	-0.0498	-0.0035	-0.0729
Si	0.1132	-0.046	-0.2154
Si	0.0139	-0.008	0.0155
Si	0.01	0.0021	-0.0038
Si	0.0039	-0.0085	0.0277
Si	-0.0063	0.0115	0.006
Si	-0.0019	0.0006	0.0105
Si	0.0063	-0.0033	-0.0051
Si	0.0005	0.0049	-0.0109
Si	0.0004	0.0159	0.0186
Si	-0.0373	-0.0149	-0.0314
Si	0.0062	-0.0381	0.0189
Si	0.0131	0.01	0.0265
Si	-0.0142	-0.0006	-0.0021
Si	0.0115	-0.0107	0.0285
Si	-0.0071	-0.014	-0.0169
Si	0.0093	0.019	-0.0016
Si	0.0468	0.03	0.0349
Si	0.0043	0.0185	0.0517
Si	0.0058	-0.0185	0.0081
Si	0.022	-0.0098	-0.0043
Si	-0.033	0.0021	0.0356
Si	0.0008	-0.0247	0.0161
Si	0.0068	0.0271	0.0433
Si	-0.0397	0.0057	0.0409
Si	-0.0523	-0.0367	-0.0582
O	0.0166	0.0207	0.0043
O	0.031	-0.0349	-0.0182
O	-0.0107	-0.0042	-0.0123
O	0.0011	0.0032	0.0017
O	0.0321	0.0042	-0.0921
O	-0.0131	0.0064	-0.0132
O	0.0213	0.0057	0.0721
O	0.0134	-0.0066	0.0172
O	0.0041	-0.0012	0.0156
O	-0.0168	0.0037	0.0009
O	0.0008	-0.0131	0.0204
O	0.0116	0.0045	-0.0177
O	-0.0056	-0.0084	-0.0113
O	-0.0176	-0.0131	0.0029
O	0.0009	0.0187	-0.001
O	0.0098	0.0232	0.0009
O	-0.0056	-0.0059	-0.0694
O	0.0161	0.0113	0.0134
O	-0.0073	-0.0081	-0.0148
O	-0.0112	-0.0175	0.0114
O	0.024	-0.0012	-0.0065
O	-0.0202	-0.0155	0.0064
O	-0.0011	-0.0193	0.0109
O	0.0057	-0.0097	-0.0122
Si	0.0022	0.0093	-0.0079
Si	-0.0016	-0.0007	-0.0016
Si	0.0009	-0.003	0.0009
Si	0.0009	-0.0046	0.0002
Si	-0.0025	-0.0034	-0.0044
Si	0.0032	0.0038	-0.006
Si	0.0029	-0.0044	-0.0001
Si	0.0028	-0.0003	0.0039
Si	0.0036	-0.0023	0.0028
Si	-0.0021	0.0003	0.0015
Si	-0.0016	-0.0063	-0.0047
Si	-0.0043	0.0048	0.0017
Si	-0.0018	-0.0034	-0.0051
Si	-0.0004	0.0053	0.008
Si	0.0035	0.0042	-0.0001
Si	0.003	0.0102	-0.0126
Si	0.0023	0.0011	-0.0028
Si	0.0033	-0.0018	-0.0089
Si	-0.0029	0.0051	0.0005
Si	0.0013	-0.0016	-0.0079
Si	-0.0064	-0.0009	-0.0065
Si	-0.0146	0.0066	0.0061
Si	-0.0018	0.0023	0.006
Si	0.0023	0.0022	-0.0007
Si	-0.0077	0.0026	-0.0069
Si	0.0067	0.003	0.0132
Si	0.0209	-0.0175	-0.0111
Si	0.003	0.0005	0.0028
Si	-0.001	0.0005	0
Si	0.0011	-0.012	-0.0072
Si	0.0024	-0.0129	0.002
Si	0.0063	0.0019	-0.0011
Si	0.0036	-0.0011	-0.0002
Si	0.0015	-0.0015	0.0044
Si	0.001	0.003	-0.0015
Si	0.0046	-0.0024	0.0006
Si	0.0005	0.0047	0.002
O	-0.0118	-0.0073	0.0246
O	0.0025	-0.0138	0.0093
O	-0.009	0.0262	0.0089
O	0.0195	-0.0085	0.0082
O	0.026	-0.0088	0.0159
O	-0.0108	-0.0015	0.0102
O	0.0172	0.0132	-0.0008
O	-0.0135	0.0222	0.0027
O	0.0062	0.005	-0.004
O	-0.0007	-0.0191	-0.0051
O	0.0062	0.0101	-0.0105
O	0.0304	-0.003	-0.0132
O	0.0039	0.0116	-0.0157
O	-0.0133	-0.0055	0.0267
O	-0.0219	0.0312	-0.0112
O	-0.0069	0.0057	0.028
O	-0.0081	0.0041	-0.0012
O	0.0186	-0.001	-0.0169
O	-0.0119	-0.0129	0.0074
O	-0.0197	0.0102	-0.0003
O	-0.012	0.0043	0.0303
O	-0.0298	-0.0048	0.0053
O	0.0056	0.0132	0.0051
O	0.0264	0.0048	0
O	0.015	-0.0033	-0.02
O	-0.0326	0.0056	-0.001
O	-0.0091	0.0185	-0.0105
O	0.0105	-0.0108	-0.0157
O	-0.0206	-0.0208	-0.0069
O	-0.0079	0.0007	0.0122
O	0.0057	0.0199	0.0074
O	-0.0013	0.0013	0.0077
O	0.0133	0.0003	0.0044
O	-0.021	0.0193	-0.0206
O	0.0194	-0.0024	-0.007
O	-0.0053	0.0001	-0.021
O	-0.0114	0.0056	-0.0176
O	-0.008	-0.0117	0.0143
O	0.02	-0.014	-0.0095
O	0.0187	-0.0134	0.01
O	-0.006	0.0077	0.0163
O	-0.0016	-0.0217	-0.0056
O	0.0166	0.0207	-0.004
O	0.0031	0.0074	-0.0089
O	-0.0087	-0.0139	-0.0046
O	-0.0269	0.0073	-0.0042
O	-0.0103	0.0282	0.0291
O	-0.0137	0.0129	0.0056
O	-0.0003	-0.028	-0.0017
O	0.006	0.0081	-0.0034
O	0.0019	-0.0079	0.0022
O	-0.0094	-0.0069	0.0111
O	0.0054	-0.0075	0.0156
O	0.0212	0.0107	-0.0091
O	0.0079	-0.0117	0.0091
O	-0.0079	-0.0134	-0.0049
O	0.017	0.0028	0.0125
O	-0.0076	0.0013	-0.0017
O	-0.0094	-0.0179	-0.0013
O	-0.0193	0.0128	-0.0119
O	0.0125	0.0039	0.001
O	0.0117	0.0029	0.0155
O	-0.0117	0.0191	-0.0019
O	0.0053	-0.0167	0.0194
O	0.017	-0.0134	0.0132
O	-0.0038	0.0092	0.0053

The program warned: the cutoff lies below the one the program advises for these potential files; the exchange-correlation potential is rough where the density is thin.
